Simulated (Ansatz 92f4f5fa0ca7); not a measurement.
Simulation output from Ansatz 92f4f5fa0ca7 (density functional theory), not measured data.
Periodic cell of 291 atoms, Si144O115H32, with a vacuum gap, from a study of silicon, its oxide and their interface. The atomic structure is a simulated model.

Settings: functional r2SCAN; potential files Ansatz PAW; basis plane waves; wave-function cutoff 800 eV; density cutoff ratio 5; exchange-correlation grid ratio 1; k mesh 1 x 1 x 1, shifted by 0.5 0.5 0 of a step; self-consistency stop 1e-11 eV per atom in the density residual; occupations fixed; spin none; net charge 0; applied field sawtooth along c, amplitude -0.015 V/angstrom in the program's sign convention, ramp centred at 0.9899 of c and 0.0203 of c wide, no dipole correction.

Cell vectors (angstrom)
a, 10.88, 0, 0
b, 0, 10.88, 0
c, 0, 0, 49.3663

Atoms: element, x, y, z (angstrom)
Si, 6.354, 13.6706, 25.6571
Si, 5.4678, 15.6262, 30.8529
Si, -3.4075, 6.9684, 30.8912
Si, -0.8399, 11.1829, 17.2095
Si, -3.9455, 10.4091, 33.6421
Si, 2.7872, 9.509, 30.4561
Si, 5.6071, 14.512, 33.5836
Si, -2.2225, 14.8291, 27.5525
Si, 1.629, 10.7737, 35.6459
Si, 3.8742, 12.9583, 35.7156
Si, 1.2247, 4.9233, 35.7323
Si, 4.4999, 8.1532, 35.83
Si, -4.6707, 9.8748, 35.7795
Si, 9.577, 13.9944, 35.2469
Si, 6.8194, 16.251, 35.8708
Si, -1.7283, 7.4272, 35.7606
Si, -0.0221, 11.7888, 36.9313
Si, 2.6816, 14.5259, 37.0298
Si, -0.0401, 6.408, 37.0368
Si, 2.7254, 9.1599, 36.9688
Si, 5.3963, 11.7336, 36.9996
Si, 8.1143, 14.6677, 36.9748
Si, 5.3645, 17.3936, 37.2249
Si, -2.8469, 9.0612, 37.031
Si, -1.4269, 10.475, 38.2953
Si, 1.2553, 13.2088, 38.365
Si, -1.4028, 5.0629, 38.4195
Si, 1.3328, 7.7984, 38.3195
Si, 4.0105, 10.4956, 38.4354
Si, 6.8084, 13.1598, 38.2575
Si, 3.99, 15.9169, 38.3955
Si, 6.7742, 7.7907, 38.5546
Si, -0.0497, 9.1357, 39.6673
Si, 2.6266, 11.8573, 39.725
Si, -0.0618, 3.6889, 39.7628
Si, 2.6436, 6.4209, 39.7356
Si, 5.3708, 9.1611, 39.825
Si, -2.7553, 11.8402, 39.6961
Si, 5.4212, 14.527, 39.6419
Si, -2.7441, 17.272, 39.8031
Si, 1.2888, 10.4825, 41.0543
Si, 4.0387, 13.2107, 41.03
Si, 1.2943, 5.0663, 41.1116
Si, 4.0094, 7.7583, 41.1264
Si, -4.1182, 10.5253, 41.1218
Si, -1.4209, 13.1935, 41.0989
Si, -4.1476, 15.8859, 41.0566
Si, -1.3748, 7.7842, 41.0717
Si, -0.0449, 11.8208, 42.4338
Si, 2.6984, 14.5617, 42.4092
Si, -0.062, 6.441, 42.4651
Si, 2.6319, 9.1474, 42.4418
Si, 5.3724, 11.8893, 42.4455
Si, -2.7952, 14.5742, 42.4364
Si, 5.3903, 6.3607, 42.4321
Si, -2.7397, 9.1168, 42.4268
Si, 0.0405, 10.8376, 6.9377
Si, 2.7517, 13.5847, 6.8981
Si, -0.0391, 5.4757, 6.9317
Si, 2.6979, 8.2003, 6.9624
Si, 5.4229, 10.9021, 6.9219
Si, 8.1393, 13.6437, 6.9476
Si, 5.4465, 16.2903, 6.947
Si, 8.2067, 8.1064, 6.8937
Si, 1.3535, 9.5109, 8.4002
Si, 4.0765, 12.2509, 8.3333
Si, 1.3644, 14.9725, 8.1781
Si, 4.0632, 6.8021, 8.2292
Si, 6.8192, 9.4781, 8.1552
Si, -1.3433, 12.2332, 8.178
Si, 6.8051, 14.9845, 8.3721
Si, -1.3638, 6.8052, 8.3832
Si, 2.726, 10.9008, 9.7376
Si, 5.4311, 13.6152, 9.713
Si, 2.6507, 16.3589, 9.546
Si, 5.4839, 8.1319, 9.5158
Si, -2.7014, 10.8476, 9.4529
Si, 0.0229, 13.5918, 9.4888
Si, 8.1441, 16.3469, 9.7864
Si, -0.0172, 8.1566, 9.8058
Si, 1.328, 12.3475, 11.008
Si, 3.214, 7.7189, 12.1516
Si, 1.344, 6.7093, 11.1297
Si, 4.178, 9.4598, 10.9197
Si, -4.0135, 12.135, 10.8748
Si, 7.4776, 12.1774, 15.8335
Si, 6.7543, 6.9059, 11.0991
Si, -1.4301, 9.6334, 11.0089
Si, 4.0265, 15.0852, 10.9348
Si, -2.2937, 13.0526, 12.1455
Si, 4.1482, 8.9943, 25.2206
Si, 4.4016, 15.3118, 16.8887
Si, 3.491, 10.7474, 20.1355
Si, -1.3154, 14.8443, 10.9432
Si, 7.0792, 7.6468, 16.7968
Si, -0.4541, 11.4195, 12.2373
Si, 6.8625, 14.0064, 18.2146
Si, 7.3455, 13.6569, 14.0676
Si, 0.4181, 4.7989, 12.2938
Si, -3.2921, 13.4101, 33.0201
Si, 0.3989, 9.8657, 14.7885
Si, 4.1925, 5.7867, 21.9862
Si, 4.2437, 13.4034, 14.5493
Si, 5.3125, 10.6385, 14.3823
Si, -3.8483, 8.3416, 24.0784
Si, 0.4166, 10.2773, 25.6723
Si, 4.8755, 16.8756, 12.2244
Si, 0.2017, 6.7813, 19.3156
Si, 2.7349, 6.8403, 33.7295
Si, 5.8165, 9.5182, 31.079
Si, 2.538, 6.4717, 26.0632
Si, 0.6205, 7.6145, 23.93
Si, -2.1824, 8.1698, 14.3386
Si, 1.6761, 11.2913, 28.0665
Si, -1.9034, 16.1896, 17.667
Si, 2.9587, 8.6399, 22.5037
Si, 3.2038, 8.4026, 14.3799
Si, 6.1264, 12.2855, 20.7677
Si, -3.6925, 5.6748, 22.6396
Si, -3.2704, 13.5143, 23.0978
Si, -1.7338, 6.835, 28.2423
Si, -1.1415, 9.4454, 19.45
Si, -3.2064, 8.7505, 12.2819
Si, 3.2246, 6.0235, 19.1084
Si, 1.308, 13.0897, 24.655
Si, 2.3088, 14.1456, 12.2015
Si, 0.5626, 11.8319, 19.7219
Si, 1.1156, 9.3192, 33.0157
Si, -0.9274, 5.9784, 21.9856
Si, -1.5706, 16.0313, 14.6402
Si, -2.216, 9.4418, 26.5432
Si, 3.7716, 14.9691, 24.601
Si, -0.3917, 13.7019, 22.0796
Si, -1.5957, 8.3989, 32.8787
Si, 5.9498, 10.405, 12.1605
Si, 3.0105, 6.4291, 30.619
Si, 5.1665, 8.5524, 18.9828
Si, -4.0364, 10.9235, 28.7055
Si, 4.7106, 6.1266, 15.3524
Si, -0.0365, 13.8177, 27.3751
Si, 1.0022, 5.6384, 28.6546
Si, -3.5005, 13.7006, 29.9037
Si, 4.4525, 11.5398, 27.0919
Si, 7.1879, 9.3796, 21.073
O, -3.4231, 12.3882, 28.964
O, -2.9087, 6.3857, 35.307
O, 2.7485, 11.8877, 35.2149
O, 2.2041, 9.7977, 31.9344
O, 0.0612, 14.8644, 35.0609
O, -3.4126, 11.9242, 33.641
O, -2.0009, 14.047, 33.7802
O, 5.8777, 14.3448, 29.9317
O, 1.4506, 6.6084, 24.8756
O, -0.9003, 12.4895, 35.7109
O, -1.2333, 16.0076, 16.2088
O, 2.9695, 13.8873, 13.6918
O, -2.7758, 8.8846, 25.1392
O, 4.0792, 7.4801, 34.3773
O, 4.5562, 9.2521, 14.7354
O, -3.6939, 9.1246, 22.665
O, -2.7297, 9.4964, 33.1138
O, -0.2104, 15.6714, 13.835
O, -1.1128, 7.8661, 34.3228
O, 0.1463, 11.0794, 13.7426
O, 5.6948, 13.8138, 13.8814
O, 4.051, 13.9605, 16.06
O, -3.9243, 10.1323, 30.104
O, 4.3343, 7.1744, 18.8221
O, 5.7317, 15.0655, 17.7849
O, -1.8391, 11.8961, 16.1642
O, 5.9747, 15.7448, 34.5722
O, 4.5721, 11.8599, 20.6171
O, 3.5157, 7.7557, 26.0356
O, 7.9264, 6.5502, 17.6483
O, 5.0149, 5.631, 13.8301
O, -2.6169, 14.8194, 18.1658
O, 6.2205, 7.9588, 31.1934
O, -2.2879, 8.9032, 20.4346
O, -0.653, 8.7105, 14.3902
O, -2.8814, 7.0789, 29.3638
O, 3.0072, 12.0918, 27.5678
O, 8.0692, 8.4735, 15.8137
O, -2.0762, 6.5777, 14.1146
O, 1.8906, 9.2701, 14.7168
O, 0.4834, 13.8351, 25.8306
O, -1.8379, 13.0598, 22.4839
O, -0.3032, 8.2244, 18.8187
O, 8.0069, 15.0948, 14.4434
O, 4.3647, 9.7798, 30.4693
O, 1.4479, 8.1013, 22.6269
O, 5.6128, 8.6056, 24.7464
O, 4.8639, 15.0768, 32.2525
O, 3.6226, 15.7064, 23.1583
O, -4.0052, 5.4959, 31.1716
O, 4.5517, 13.5533, 34.3575
O, 6.2696, 8.6262, 17.7983
O, -0.6497, 6.7672, 23.3859
O, -1.7466, 10.2323, 18.166
O, 5.3393, 14.6525, 24.8537
O, -2.5007, 14.7325, 29.1656
O, -3.2751, 15.1218, 23.2354
O, -3.3093, 10.1801, 27.4752
O, 0.1569, 13.0564, 20.6976
O, -0.1669, 10.4727, 20.2446
O, -0.0208, 6.701, 20.894
O, -1.605, 8.1814, 27.3561
O, 3.9242, 7.3545, 22.3044
O, 5.2785, 11.0393, 28.3693
O, 6.3775, 12.9991, 22.19
O, 5.9603, 8.5612, 20.4023
O, 2.6849, 7.9285, 30.0808
O, 3.293, 9.3619, 23.9049
O, 3.0409, 6.4042, 32.2222
O, 3.1083, 9.7166, 21.3244
O, 2.1629, 11.5512, 19.6774
O, 0.214, 10.3634, 16.3079
O, 4.4186, 5.7524, 30.1399
O, 1.1106, 11.4914, 24.8559
O, 1.3034, 10.1012, 27.0176
O, 1.5866, 7.9558, 33.7291
O, 6.0396, 6.904, 15.8286
O, 0.7003, 13.4172, 23.2132
O, -0.3226, 6.5132, 28.9596
O, 1.7655, 6.6772, 18.9996
O, 0.2942, 8.9327, 24.7968
O, 0.4686, 12.4032, 28.0825
O, 6.8181, 12.7615, 17.1909
O, -3.0217, 13.3678, 31.4138
O, -0.5279, 15.3, 21.9843
O, -3.5561, 14.4035, 26.7181
O, -3.7457, 6.747, 23.8429
O, 3.2793, 15.7392, 17.9834
O, 7.0369, 10.9499, 20.7088
O, -2.0522, 5.5595, 27.2789
O, -2.5042, 6.112, 21.6269
O, 4.1924, 10.3045, 26.1168
O, 5.7907, 5.5867, 21.8459
O, 2.8499, 13.6226, 24.6489
O, 6.5889, 13.3715, 19.6666
O, 0.9354, 10.3726, 34.2218
O, 6.5939, 10.8762, 15.3775
O, -3.5431, 12.9344, 24.587
O, 2.1725, 5.5863, 34.5757
O, 5.3741, 12.6395, 26.3888
O, -0.6674, 5.6046, 18.648
O, 3.3298, 5.0967, 25.7827
O, 4.167, 9.8417, 18.9537
O, -1.1016, 10.564, 26.1712
O, 5.7695, 10.238, 32.5249
O, 1.8316, 5.5103, 30.0286
O, 1.8571, 6.3974, 27.5119
O, 0.6961, 15.0127, 28.1864
O, 4.2016, 11.7952, 14.6301
O, 0.0089, 12.1468, 18.2149
O, -2.1806, 7.2527, 31.9065
O, -0.2793, 9.0776, 32.2295
O, 2.0071, 10.5102, 29.4483
O, 3.378, 7.0864, 15.3364
O, 3.4825, 16.2816, 20.5838
H, 0.779, 12.6405, 43.3663
H, -0.8536, 10.9861, 43.3663
H, 3.5183, 15.3854, 43.3417
H, 1.878, 13.7385, 43.3417
H, -0.8949, 5.6305, 43.3975
H, 0.7522, 7.2704, 43.3975
H, 1.8063, 8.3295, 43.3743
H, 3.4569, 9.966, 43.3743
H, 6.1902, 12.7151, 43.3779
H, 4.5542, 11.0639, 43.3779
H, -3.6294, 13.7649, 43.3688
H, -1.9889, 15.4112, 43.3688
H, 4.5627, 5.5448, 43.3645
H, 6.2254, 7.169, 43.3645
H, -3.5461, 8.2798, 43.3592
H, -1.9077, 9.9282, 43.3592
H, -0.7915, 10.0262, 6.0053
H, 0.8492, 11.6724, 6.0053
H, 1.9278, 12.765, 5.9657
H, 3.5721, 14.4079, 5.9657
H, 0.7938, 6.2862, 5.9992
H, -0.8454, 4.6387, 5.9992
H, 1.8838, 7.371, 6.03
H, 3.5236, 9.0183, 6.03
H, 4.5979, 10.0835, 5.9894
H, 6.2411, 11.7275, 5.9894
H, 7.3215, 12.8179, 6.0151
H, 8.9735, 14.4529, 6.0151
H, 6.274, 17.1063, 6.0145
H, 4.6266, 15.4666, 6.0145
H, 7.3716, 7.2981, 5.9612
H, 9.0131, 8.9433, 5.9612

Results
free energy: -158205.869 eV
free energy less fixed offsets of H -15.71, O -570.45, Si -639.56 eV per atom: -4.759 eV

Forces (eV/angstrom), in the order of the atoms: element, x, y, z
Si, -0.0006, -0.0027, -0.0579
Si, 0.0089, 0.0012, -0.0381
Si, 0.0036, -0.004, -0.0431
Si, -0.0003, 0.0038, -0.0565
Si, 0.0053, 0.0079, -0.0442
Si, -0.0206, 0.0047, -0.0505
Si, -0.0003, 0.0044, -0.031
Si, -0.0051, -0.0087, -0.0343
Si, -0.0015, -0.0113, -0.0171
Si, -0.0031, -0.0021, -0.0152
Si, 0.0009, 0.0106, -0.0096
Si, -0.0166, -0.0227, -0.0058
Si, 0.0047, 0.0052, 0.0125
Si, -0.0079, 0.0036, -0.0243
Si, -0.001, 0.0057, -0.0161
Si, 0.0046, -0.0018, -0.0241
Si, 0.018, -0.0034, -0.0178
Si, 0.0051, -0.0084, -0.0126
Si, -0.0129, -0.0037, -0.0101
Si, -0.0039, 0.0231, -0.0121
Si, -0.0185, 0.0061, -0.0152
Si, -0.0056, 0.0106, -0.0023
Si, 0.0255, -0.0077, -0.013
Si, 0.0032, -0.0247, -0.0128
Si, -0.0128, 0.0082, 0.0138
Si, -0.0084, 0.0103, 0.0002
Si, 0.0109, -0.0108, -0.0012
Si, 0.0103, -0.022, 0.0136
Si, 0.0164, -0.0289, -0.0004
Si, 0.0236, -0.001, 0.01
Si, -0.0111, 0.0123, 0.0133
Si, -0.0229, 0.0117, -0.0032
Si, 0.0009, -0.0029, 0.0294
Si, -0.0031, 0.0018, 0.0173
Si, 0.0014, 0.0061, 0.0154
Si, 0.0042, 0.0003, 0.0236
Si, 0.0131, -0.0016, 0.0113
Si, -0.0014, -0.0114, 0.025
Si, -0.0158, 0.0172, 0.0269
Si, -0.0016, -0.0177, 0.0101
Si, 0.0049, 0.0052, 0.2131
Si, -0.0143, -0.0086, 0.2049
Si, 0.0033, -0.0223, 0.1435
Si, 0.0012, 0.0057, 0.145
Si, -0.0067, -0.0072, 0.1492
Si, 0.0101, 0.0138, 0.153
Si, 0.0241, 0.0305, 0.1994
Si, -0.0157, -0.0119, 0.219
Si, -0.1404, 0.1181, 0.3336
Si, -0.1241, 0.1591, 0.2651
Si, 0.1481, -0.1073, 0.3514
Si, 0.1264, -0.1713, 0.3232
Si, 0.1395, -0.1134, 0.3019
Si, 0.0723, -0.2109, 0.3386
Si, -0.1054, 0.1304, 0.3135
Si, -0.106, 0.1839, 0.35
Si, -0.0922, 0.0646, -0.3765
Si, -0.0903, 0.0799, -0.3242
Si, 0.1254, -0.0885, -0.2976
Si, 0.0476, -0.0766, -0.3462
Si, 0.0642, -0.0899, -0.3209
Si, 0.1421, -0.0542, -0.3759
Si, -0.09, 0.0558, -0.28
Si, -0.1158, 0.0831, -0.3607
Si, -0.0033, -0.0016, -0.1804
Si, -0.0043, -0.0116, -0.2024
Si, -0.0075, -0.0016, -0.1615
Si, -0.0115, -0.0225, -0.1416
Si, -0.0028, 0.0069, -0.1604
Si, 0.0224, 0.0244, -0.1533
Si, -0.0083, 0.0059, -0.1851
Si, 0.0091, 0.0018, -0.2013
Si, 0.0012, 0.0061, -0.0355
Si, -0.0051, 0.0057, -0.0294
Si, 0.021, -0.0073, -0.004
Si, 0.0003, 0.0258, 0.0025
Si, 0.0003, -0.0096, 0.0028
Si, -0.0002, -0.0086, 0.0032
Si, 0.0123, -0.0129, -0.0383
Si, 0.0007, -0.0008, -0.0445
Si, -0.0288, 0.0384, -0.0078
Si, -0.0045, 0.0064, 0.0116
Si, 0.025, -0.0329, -0.0026
Si, 0.03, -0.0204, -0.0046
Si, 0.0267, -0.0334, -0.018
Si, -0.007, 0.0045, -0.0306
Si, -0.0317, 0.0342, -0.0107
Si, -0.0293, 0.0397, -0.0026
Si, -0.0319, 0.0315, -0.0007
Si, -0.0079, 0.0179, 0.0095
Si, 0.0002, -0.0087, -0.0519
Si, -0.0028, -0.0093, -0.0357
Si, 0.0031, 0.0016, -0.0407
Si, 0.0301, -0.0326, -0.005
Si, 0.0074, -0.0017, -0.0442
Si, 0.0003, -0.0023, -0.0126
Si, -0.0043, 0.0034, -0.0529
Si, 0.0041, -0.0066, -0.0243
Si, -0.0029, 0.006, -0.0111
Si, -0.0096, 0.0014, -0.0308
Si, 0.0015, -0.0007, -0.0383
Si, -0.008, 0.0005, -0.0531
Si, -0.0173, -0.0219, -0.0376
Si, -0.0094, -0.0007, -0.0289
Si, -0.0083, -0.0021, -0.057
Si, 0.0011, -0.0041, -0.044
Si, -0.0095, -0.0021, -0.0185
Si, 0.0058, -0.0089, -0.0339
Si, 0.0003, -0.0013, -0.0513
Si, 0.0069, 0.002, -0.0478
Si, 0.0064, 0.0066, -0.0555
Si, -0.0098, -0.002, -0.0512
Si, -0.0041, 0.011, -0.0346
Si, 0, 0.0017, -0.0483
Si, -0.0088, 0.0042, -0.0434
Si, 0.0061, 0.008, -0.0532
Si, 0.0024, -0.0018, -0.0336
Si, -0.0026, 0.003, -0.051
Si, 0.0027, -0.0034, -0.0394
Si, -0.0057, 0.0024, -0.0525
Si, 0.0034, 0.0087, -0.0423
Si, -0.0005, 0.0094, -0.0451
Si, -0.0009, -0.0049, 0.0025
Si, -0.0024, -0.0011, -0.051
Si, 0.0021, 0.0015, -0.0588
Si, 0.0002, -0.0033, -0.0087
Si, -0.007, -0.007, -0.0481
Si, 0.013, 0.0023, -0.0368
Si, -0.0003, 0.0036, -0.0452
Si, 0.0065, -0.009, -0.0523
Si, -0.0028, -0.0007, -0.0545
Si, -0.001, 0.0047, -0.0453
Si, -0.0052, 0.0053, -0.052
Si, 0.0078, -0.0116, -0.0381
Si, -0.0126, -0.0036, 0.0109
Si, -0.006, -0.0046, -0.0182
Si, 0.0034, 0, -0.0442
Si, -0.0069, -0.0029, -0.0523
Si, -0.0064, -0.0001, -0.0359
Si, 0.0059, -0.0002, -0.0374
Si, 0.0046, 0.0061, -0.0488
Si, 0.0079, 0.0056, -0.0499
Si, -0.0011, 0.0033, -0.0467
Si, 0.0057, -0.0002, -0.0564
O, -0.0027, 0.0122, 0.0193
O, 0.0019, -0.0015, 0.0008
O, -0.0042, 0.0006, 0.0114
O, -0.0125, 0.0027, 0.0316
O, 0.0015, 0.0072, 0.0118
O, -0.0015, -0.0097, 0.0222
O, 0.0146, 0.0059, 0.0271
O, -0.0023, 0.0022, 0.0184
O, 0.0097, -0.0035, 0.0233
O, -0.0091, 0, 0.024
O, -0.004, 0.0025, 0.0322
O, 0.0227, -0.0168, 0.0371
O, 0.0076, 0.0105, 0.0353
O, 0.0104, 0.0063, 0.0325
O, -0.0011, -0.0016, 0.0204
O, -0.0023, -0.0018, 0.0378
O, -0.0064, 0.0071, 0.0177
O, -0.0115, 0.0074, 0.0193
O, -0.0035, -0.0007, 0.0302
O, 0.0064, -0.0172, 0.0256
O, -0.0086, -0.0075, 0.0068
O, 0.0029, 0.0076, 0.0195
O, -0.0075, -0.0033, 0.0309
O, 0.0041, -0.0009, 0.01
O, 0.0097, -0.0035, 0.0187
O, 0.01, -0.0038, 0.0283
O, 0.0088, 0.0058, 0.0222
O, -0.0016, 0.0042, 0.0127
O, 0.0012, -0.0084, 0.0172
O, 0.0037, -0.0048, 0.0212
O, -0.0051, -0.0012, 0.0333
O, 0.0029, -0.0022, 0.011
O, 0.0032, 0.0042, 0.0128
O, -0.0107, -0.0072, 0.0198
O, 0.0074, -0.0051, 0.0004
O, -0.0155, -0.003, 0.0349
O, -0.0042, 0.0007, 0.0128
O, -0.0053, -0.0043, 0.0326
O, -0.0021, -0.0012, 0.0085
O, -0.0109, 0.0063, 0.0158
O, -0.018, 0.0014, 0.0359
O, -0.0049, 0.0017, 0.0149
O, 0.0037, -0.004, 0.0177
O, 0.0033, 0.0183, 0.0234
O, -0.0013, 0.0008, 0.0177
O, -0.0061, -0.0024, 0.0235
O, -0.0076, 0.0049, 0.0176
O, 0.0048, -0.0074, 0.0266
O, -0.0022, -0.0142, 0.0332
O, -0.0001, 0.0008, 0.0137
O, -0.0081, -0.0102, 0.0256
O, -0.0155, 0.0096, 0.0391
O, 0.008, 0.0085, 0.0222
O, 0.0051, -0.0031, 0.0308
O, 0.006, -0.0077, 0.0187
O, -0.0107, -0.0122, 0.029
O, 0.0056, -0.0046, 0.0134
O, -0.0141, 0.0046, 0.0293
O, -0.0029, 0.0181, 0.0343
O, 0.0055, 0.0038, 0.0149
O, -0.0066, -0.0056, 0.0443
O, -0.0015, -0.0185, 0.0259
O, -0.0057, 0.0015, 0.0175
O, 0.0058, -0.0006, 0.0275
O, 0.01, 0.0068, 0.0245
O, 0.0098, 0.0075, 0.0287
O, 0.004, -0.002, 0.0177
O, 0.0032, 0.0013, 0.0313
O, -0.0048, 0.0047, 0.0531
O, -0.0108, -0.0171, 0.0301
O, 0.0032, -0.0022, 0.0142
O, -0.0125, 0.0063, 0.0285
O, 0.0023, -0.0001, 0.0234
O, -0.0034, -0.0048, 0.0187
O, 0.0064, 0.0092, 0.0294
O, 0.009, -0.0071, 0.0211
O, 0.0104, 0.0082, 0.0125
O, 0.0133, -0.0078, 0.036
O, 0.0004, 0.0035, 0.0181
O, -0.0015, -0.0005, 0.0231
O, -0.0019, 0.0123, 0.024
O, -0.0015, -0.0016, 0.0188
O, 0.0024, 0.0111, 0.0251
O, -0.0058, 0.0031, 0.0496
O, -0.0004, 0.0004, 0.0158
O, 0.0171, 0.0105, 0.0293
O, 0.0093, 0.0126, 0.0211
O, -0.01, 0.0098, 0.0326
O, -0.0038, 0.0019, 0.0147
O, -0.0009, -0.0024, 0.0131
O, -0.0057, -0.0039, 0.0207
O, -0.0051, 0.0156, 0.0253
O, 0.0029, 0.0093, 0.0185
O, -0.0033, -0.0037, 0.0128
O, -0.0038, -0.0137, 0.0359
O, 0.004, 0.0057, 0.029
O, 0.0079, -0.0001, 0.0089
O, -0.0085, 0.0006, 0.0333
O, -0.0057, -0.0085, 0.0288
O, -0.0058, -0.0142, 0.0198
O, 0.014, 0.0118, 0.0223
O, -0.0007, 0.0043, 0.0208
O, -0.0088, 0.0065, 0.0204
O, -0.004, -0.0039, 0.018
O, 0.0142, 0.0037, 0.0363
O, 0.0129, 0.0038, 0.0223
O, -0.0163, -0.0101, 0.0345
O, 0.0035, 0.0104, 0.0173
O, 0.0016, -0.0032, 0.0138
O, 0.0118, 0.0029, 0.027
O, 0.0111, 0.0093, 0.0301
O, 0.003, 0.002, 0.0168
O, 0.0074, -0.0129, 0.0295
O, 0.0072, -0.0118, 0.0222
O, 0.0055, -0.004, 0.0426
H, -0.2489, -0.2671, -0.268
H, 0.3253, 0.3475, -0.2415
H, -0.3507, -0.3811, -0.2461
H, 0.2893, 0.2158, -0.2875
H, 0.2335, 0.2947, -0.2729
H, -0.299, -0.379, -0.2374
H, 0.3052, 0.3754, -0.253
H, -0.2906, -0.2346, -0.2852
H, -0.408, -0.2665, -0.2453
H, 0.2611, 0.2622, -0.2841
H, 0.3765, 0.3102, -0.2287
H, -0.2511, -0.2661, -0.3032
H, 0.3869, 0.3467, -0.2332
H, -0.2166, -0.2627, -0.2835
H, 0.2325, 0.2496, -0.2848
H, -0.3475, -0.3422, -0.223
H, 0.4027, 0.1996, 0.2703
H, -0.1351, -0.423, 0.2734
H, 0.3226, 0.2296, 0.2714
H, -0.2549, -0.4186, 0.2497
H, -0.3987, -0.1615, 0.2551
H, 0.2078, 0.4393, 0.2537
H, 0.2057, 0.3584, 0.2695
H, -0.42, -0.2071, 0.2799
H, 0.2387, 0.4028, 0.2335
H, -0.3444, -0.2336, 0.2594
H, 0.1813, 0.3863, 0.2826
H, -0.4256, -0.2332, 0.249
H, -0.2669, -0.2865, 0.2931
H, 0.4262, 0.2451, 0.2785
H, 0.4339, 0.1315, 0.2479
H, -0.1785, -0.4117, 0.26

The program warned: the cutoff lies below the one the program advises for these potential files; the forces do not sum to zero within the program's tolerance; empty levels may hold ghost states of the PAW files; the exchange-correlation potential is rough where the density is thin.
